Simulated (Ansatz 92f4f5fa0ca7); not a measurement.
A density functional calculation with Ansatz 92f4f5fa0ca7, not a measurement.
Periodic cell of 284 atoms, Si144O100H32N8, with a vacuum gap, from a study of silicon, its oxide and their interface. The atomic structure is a simulated model.

Settings: functional r2SCAN; potential files Ansatz PAW; basis plane waves; wave-function cutoff 800 eV; density cutoff ratio 5; exchange-correlation grid ratio 1; k mesh 1 x 1 x 1, shifted by 0.5 0.5 0 of a step; self-consistency stop 1e-11 eV per atom in the density residual; occupations fixed; spin none; net charge 0; applied field sawtooth along c, amplitude +0.015 V/angstrom in the program's sign convention, ramp centred at 0.9897 of c and 0.0206 of c wide, no dipole correction.

Cell vectors (angstrom)
a 10.888 0 0
b 0 10.888 0
c 0 0 48.474

Atoms: element, x, y, z (angstrom)
Si 1.4925 1.4176 36.1361
Si 3.1681 2.326 34.6934
Si -0.1472 5.7979 34.6222
Si 3.0521 8.0591 34.9031
Si 5.3285 -0.0291 34.8084
Si 8.4335 2.4001 34.6929
Si 5.2009 5.7559 34.879
Si 8.595 8.0449 35.0164
Si -0.1479 0.2726 34.9592
Si 4.1312 4.0339 36.0406
Si 1.4054 6.8402 36.0677
Si 4.1589 9.5214 36.3098
Si 6.8988 1.2455 36.0496
Si 9.5979 4.1019 35.9028
Si 6.8734 6.8583 36.1243
Si 9.6923 9.5693 36.3367
Si 0.072 2.8073 37.4009
Si 2.7417 0.0103 37.5531
Si 0.1444 8.1623 37.5726
Si 2.732 5.3896 37.4102
Si 5.531 2.6819 37.3925
Si 8.1954 -0.0206 37.5536
Si 5.5527 8.1588 37.5785
Si 8.2303 5.4098 37.3868
Si 1.376 4.1109 38.8432
Si 4.1389 1.3934 38.8203
Si 1.4327 9.532 38.9269
Si 4.1175 6.7454 38.7936
Si 6.8605 4.0607 38.768
Si 9.5979 1.4004 38.7839
Si 6.8561 9.5317 38.9363
Si 9.5565 6.7954 38.799
Si 0.0166 0.0174 40.2037
Si 2.7518 2.7311 40.1895
Si 0.0027 5.4624 40.1848
Si 2.7766 8.1138 40.1841
Si 5.4493 0.0149 40.2088
Si 8.2087 2.7252 40.1436
Si 5.4754 5.3972 40.1638
Si 8.2143 8.1372 40.2307
Si 1.3849 1.365 41.5588
Si 4.0954 4.0873 41.5715
Si 1.3639 6.8102 41.5411
Si 4.0853 9.4994 41.5205
Si 6.8336 1.3837 41.5131
Si 9.5133 4.1042 41.5164
Si 6.8006 6.779 41.5515
Si 9.5534 9.5325 41.5793
Si 0.0006 2.7751 6.887
Si 2.7026 -0.085 6.9231
Si 0.0144 8.1438 6.9644
Si 2.7018 5.4667 6.9469
Si 5.4619 2.6941 6.9325
Si 8.1533 0.0235 6.9188
Si 5.4102 8.1558 6.9156
Si 8.137 5.4067 6.9516
Si 1.3223 4.1158 8.2963
Si 4.1041 1.2576 8.2164
Si 1.3556 9.4744 8.3649
Si 4.0235 6.852 8.3176
Si 6.7649 4.0627 8.3434
Si 9.5211 1.4349 8.2198
Si 6.7455 9.544 8.2311
Si 9.5144 6.7651 8.2875
Si -0.0627 0.0456 9.5479
Si 2.6978 2.6167 9.4534
Si -0.0502 5.4431 9.7394
Si 2.7081 8.1446 9.8315
Si 5.4163 -0.0447 9.6918
Si 8.1823 2.7186 9.6834
Si 5.3217 5.4387 9.6395
Si 8.0765 8.1538 9.5152
Si 1.3323 1.3614 10.8928
Si 4.0256 3.8804 10.8548
Si 1.1946 6.8648 11.1652
Si 4.0581 9.5714 11.1884
Si 6.8314 1.3145 10.9971
Si 9.4702 4.0886 11.1249
Si 6.7091 6.8453 10.8945
Si 10.7265 8.5029 12.0467
Si 0.072 2.686 12.3773
Si 2.654 0.162 12.4598
Si -1.5998 9.6765 10.7717
Si 1.3513 6.0972 13.4573
Si 5.4942 2.7277 12.2101
Si 8.1091 -0.0299 12.4198
Si 5.4715 8.1236 12.4421
Si 8.0357 5.5939 12.3264
Si 1.9508 3.8908 13.2337
Si 3.9787 1.7415 13.6889
Si 0.8188 10.0498 13.5532
Si 4.3583 6.7555 14.0226
Si 6.3845 4.428 13.5561
Si 9.9537 0.8996 13.5566
Si 7.0445 9.2451 13.8911
Si 9.3903 7.2038 13.385
Si -15.038 -7.7652 16.2414
Si 12.4937 6.9323 26.4127
Si -2.8737 35.7142 21.1926
Si 37.2293 -10.5825 28.1593
Si -5.6574 13.6745 20.2959
Si 5.3477 -1.2501 21.5636
Si 12.1164 5.0684 20.067
Si -14.5888 0.7237 23.1344
Si -12.0638 10.0068 22.4237
Si 8.6547 10.1993 30.6127
Si -1.5668 27.3927 20.7215
Si -5.6987 11.184 25.2973
Si 9.223 22.6919 15.7733
Si 21.0496 34.4982 30.9315
Si -0.4746 17.1301 15.9331
Si 8.9421 8.6487 16.021
Si -4.6398 5.8988 32.1396
Si -5.8677 -2.082 16.1427
Si -9.8189 0.9733 17.4443
Si -9.8484 1.0865 22.7983
Si 5.7886 21.9087 18.9842
Si -30.875 -11.8099 32.7524
Si -19.029 3.4846 22.0922
Si -3.0406 3.3311 31.7558
Si -3.9713 -12.7774 32.8129
Si -8.6937 3.8253 29.7531
Si -6.764 13.0311 17.5324
Si 2.0614 20.0597 16.3585
Si 25.4393 6.2463 30.4505
Si 14.0965 -19.6575 26.3824
Si -2.1584 4.5749 17.7797
Si 1.0326 -5.1021 31.6458
Si -3.7621 23.1864 29.359
Si 4.01 4.1791 15.3713
Si 3.187 -11.9865 23.5098
Si 6.0052 0.5233 15.9402
Si 2.3472 4.4739 25.1268
Si -0.5794 2.5871 19.2104
Si -29.9091 -2.2961 28.6116
Si 9.5005 13.2228 27.9372
Si 0.5516 -17.4128 27.3027
Si -19.6475 6.0531 17.2306
Si 2.2499 23.6227 31.8842
Si -3.0672 8.1345 21.0412
Si -21.2274 -1.9528 24.6554
Si -14.8299 8.6767 18.2289
Si -10.6018 8.4509 30.4035
Si 0.3226 11.8901 25.6522
O -5.1305 -0.9709 33.5062
O -12.813 -12.4823 21.1711
O 7.2486 -6.9051 17.5164
O 4.2926 1.1688 34.3636
O 12.3487 21.1702 17.3868
O 9.5671 6.9085 34.3408
O -24.641 10.9404 29.3379
O 11.7438 -17.6987 25.7129
O -6.7759 -3.9864 34.4497
O -11.5281 12.7141 29.3048
O 1.2015 8.6871 29.0871
O 11.4939 -0.4237 33.7132
O 6.587 11.6531 24.6368
O -22.3898 7.7997 16.398
O -11.3896 -1.972 23.4228
O 3.3152 3.7146 26.1792
N -4.6311 9.7827 15.4082
N 3.0278 3.0932 14.3792
O -7.6391 16.0798 16.4195
O 5.4201 19.3886 17.6886
O 24.6183 37.0354 11.9027
O -4.4283 8.4818 21.846
O -36.3892 -0.617 18.5295
N 10.6799 6.3436 14.2467
O -3.4766 -5.9949 31.6018
O 2.7092 6.8697 14.0525
O 23.8124 5.7308 18.8182
O -1.2005 30.8151 30.1799
O -8.8228 -2.1011 24.077
O -3.5804 -13.9116 19.544
O 4.4084 20.8688 24.5519
O -13.8815 8.1021 17.0975
O 0.1453 17.7935 30.8728
O 7.0833 24.1022 30.7168
O 12.4845 2.34 21.9483
O -4.2897 -7.2364 20.5777
N 8.4095 8.2408 14.4323
N 5.1178 0.7058 17.4999
O 3.5779 7.6032 29.5887
O 0.8925 -4.9465 27.506
O 20.0223 10.2341 16.2083
O -8.1721 3.9802 23.6394
O 10.9084 38.6619 20.6562
O -12.0893 14.157 17.8694
O 7.1755 -7.0212 14.8743
O 3.5983 -12.2075 16.0281
O -11.0344 -9.5551 16.3832
N 4.9096 16.0231 14.2086
O -6.6951 23.3327 25.2355
O 2.3414 15.6477 21.1897
O 2.4718 27.8436 25.3329
O -13.597 -12.7211 33.8075
O 11.2755 18.567 25.6479
O 11.364 3.6828 19.7381
O 11.2208 12.1826 18.8626
O -23.2575 22.2613 31.4399
O -33.5306 12.3545 26.6548
O -5.8258 20.8249 19.9861
O -13.8957 24.0454 28.1749
O 11.6425 5.4874 16.6135
O 3.5647 20.8884 28.6186
N -3.4205 1.508 16.0958
O -3.2089 -8.0463 33.3015
O 5.7 5.1372 33.4566
O -8.059 -8.356 30.5258
O 1.204 9.3313 14.9892
O 0.6652 12.6918 31.6899
O 1.0427 -6.4435 30.7347
O 3.3235 15.8465 29.5268
O -5.9601 22.7849 14.7964
O 4.2788 13.8292 18.9696
O -2.3453 10.7526 23.2433
N -5.9121 -7.744 16.3605
O -6.6786 13.8335 21.5711
O -5.2656 0.8493 29.2382
O -12.1508 1.3171 34.3532
O -7.1689 23.4169 27.8241
O 6.6195 7.4189 32.576
O 2.5855 17.1869 31.676
O 1.0606 20.1333 31.5441
O -11.843 14.7718 27.6418
O 1.5181 -7.3758 28.3175
O 2.5043 1.8283 17.2898
O -4.9143 1.3744 19.991
O -10.661 12.46 24.1263
O -32.3331 10.2751 25.5347
O -1.933 -6.5825 21.6036
O 18.4867 -8.7405 22.4726
O -8.7201 7.6642 16.9874
O 9.106 -5.4404 16.4658
O 4.9112 -14.3746 15.4069
O -8.2522 18.8535 27.1196
O -8.2005 -1.9982 33.5436
O 0.4931 -5.413 33.1415
O 23.5206 1.4729 26.2284
O 19.9182 2.2354 20.1745
O 14.797 -1.6546 22.1743
O -26.671 0.0604 22.2637
O -1.4765 14.0811 31.3915
O 5.3993 -0.153 26.8385
O 8.5225 -4.1142 21.4975
O -3.5065 -12.1487 31.417
O -10.8935 11.0459 21.9542
O -8.2661 -8.147 33.1962
O 5.1537 6.0531 30.9847
O -12.9527 -27.2729 19.1746
O 2.6912 0.3037 32.1628
O -8.5048 0.2744 23.2037
H 0.5707 2.1943 42.4912
H 2.1665 0.5049 42.4912
H 4.9092 3.2576 42.5039
H 3.2694 4.9049 42.5039
H 2.184 5.9867 42.4736
H 0.5373 7.6271 42.4736
H 3.2396 10.2967 42.4529
H 4.9013 8.6719 42.4529
H 7.6429 0.5496 42.4455
H 5.9933 2.1865 42.4455
H 8.6692 4.9031 42.4488
H 10.349 3.2965 42.4488
H 7.6114 5.9464 42.4839
H 5.9748 7.5968 42.4839
H 8.7254 10.348 42.5118
H 10.3632 8.6989 42.5118
H 0.8148 1.9457 5.9546
H -0.8351 3.5827 5.9546
H 3.5482 -0.8823 5.9907
H 1.921 0.7751 5.9907
H -0.7954 8.9774 6.0319
H 0.8411 7.3269 6.0319
H 3.5278 4.6491 6.0145
H 1.8817 6.2902 6.0145
H 6.3022 1.8913 6.0001
H 4.648 3.5238 6.0001
H 7.344 0.8576 5.9864
H 8.9813 -0.7921 5.9864
H 6.2361 7.338 5.9831
H 4.5942 8.9833 5.9831
H 8.9811 4.6078 6.0192
H 7.3262 6.2393 6.0192

Results
free energy: -152737.299 eV
free energy less fixed offsets of H -15.71, N -386.36, O -570.45, Si -639.56 eV per atom: -2.059 eV

Forces (eV/angstrom), in the order of the atoms: element, x, y, z
Si -0.004 -0.0033 -0.015
Si 0.005 -0.0055 0.04
Si -0.0066 0.0038 0.0453
Si 0.0013 0.0011 0.0336
Si -0.0061 0.0001 0.0365
Si 0.0002 -0.0014 0.039
Si 0.0011 -0.0008 0.0313
Si -0.0025 -0.003 0.0301
Si 0.0063 -0.0062 0.0252
Si 0.0048 0.0089 -0.0145
Si 0.0047 0.0038 -0.0155
Si -0.0023 -0.007 -0.0207
Si 0.0061 -0.0002 -0.0127
Si -0.0015 -0.0033 -0.0163
Si -0.0033 0.003 -0.0176
Si 0.0004 0.0047 -0.0145
Si 0.0059 0.0018 0.0065
Si 0.0057 -0.0072 0.0072
Si 0.0072 -0.0094 0.0092
Si -0.0161 -0.0042 0.0053
Si -0.0036 -0.0017 0.0079
Si -0.0137 -0.0175 0.0101
Si 0.01 0.0151 0.0084
Si 0.0035 0.0018 0.0091
Si 0.0147 0.0104 0.0154
Si -0.0025 -0.0083 0.0265
Si -0.0026 0.0127 0.0152
Si 0.0101 0.0118 0.0239
Si 0.0004 0.0111 0.0169
Si 0.0072 -0.0106 0.024
Si -0.0096 0.0025 -0.0021
Si -0.0069 0.0202 0.0272
Si 0.0034 -0.0042 0.196
Si -0.0225 0.0214 0.1832
Si 0.0495 -0.0559 0.1778
Si -0.0011 -0.0166 0.1866
Si 0.0341 -0.0299 0.1547
Si -0.015 -0.0072 0.1862
Si 0.0019 -0.0003 0.1945
Si -0.0154 0.0033 0.1739
Si -0.0105 0.0255 0.2403
Si 0.0657 -0.0951 0.1502
Si 0.0652 -0.0701 0.335
Si 0.1983 0.03 0.5196
Si -0.0209 -0.107 0.3634
Si 0.1591 -0.0762 0.37
Si 0.1282 -0.03 0.1924
Si -0.0166 -0.0486 0.2466
Si -0.1274 0.1143 -0.4329
Si 0.1524 -0.0409 -0.2679
Si -0.0967 -0.1314 -0.2069
Si -0.1518 0.1379 -0.2194
Si -0.045 -0.09 -0.2636
Si -0.063 0.1036 -0.3459
Si -0.1663 0.175 -0.3477
Si -0.0098 0.0627 -0.1873
Si 0.0001 0.0238 -0.1836
Si -0.0386 0.0236 -0.1768
Si -0.0013 0.0185 -0.1916
Si 0.0049 -0.0138 -0.1785
Si -0.0037 0.04 -0.1682
Si -0.0256 0.0035 -0.1993
Si -0.0036 0.002 -0.1886
Si -0.0104 0.0063 -0.1477
Si 0.0001 0.0137 -0.0178
Si -0.001 -0.0063 -0.0031
Si -0.0237 -0.0112 -0.0213
Si -0.0046 -0.0154 -0.0322
Si 0.0035 0.0082 -0.0269
Si 0.0064 -0.0123 -0.0276
Si 0.0032 0.0107 -0.0313
Si 0.0046 -0.0181 -0.0048
Si 0.0042 0.0145 -0.0012
Si -0.0216 -0.0048 0.0026
Si 0.0019 -0.0123 -0.0099
Si 0.0058 0.0019 -0.0087
Si -0.0081 -0.0016 -0.0024
Si 0.0061 0.0075 -0.0141
Si 0.0098 0.0073 -0.0031
Si -0.004 -0.0024 0.0159
Si -0.0018 -0.0143 0.0092
Si -0.006 0.0066 0.0092
Si -0.004 -0.0066 -0.0157
Si -0.0031 0.0094 0.0173
Si 0.0011 0.007 0.0136
Si 0.0136 -0.0084 0.0107
Si -0.0042 -0.0134 0.0094
Si -0.0055 0.0011 0.0109
Si 0.0054 0.0087 0.0118
Si 0.0166 0.003 0.0166
Si 0.0092 -0.0167 0.0129
Si 0.0023 0.001 0.0232
Si 0.0038 -0.0124 0.0137
Si -0.0008 0.0068 -0.0018
Si -0.0035 0.0042 0.0192
Si 0.0079 -0.0004 0.0123
Si 0.0015 0.0045 0.033
Si 0.0085 0.0003 0.0568
Si -0.0056 -0.0083 0.0495
Si 0.001 -0.0037 0.0611
Si -0.0006 0.0075 0.0591
Si -0.0113 0.0038 0.0628
Si 0.0026 -0.0061 0.0548
Si -0.0036 -0.0068 0.0555
Si 0.015 0.0017 0.0539
Si -0.0063 -0.0102 0.0485
Si -0.0005 0.0039 0.0477
Si -0.0096 0.004 0.0693
Si 0.0027 0.0077 0.0279
Si 0.0047 0.0039 0.062
Si -0.0045 -0.0119 0.0364
Si -0.0048 -0.007 0.045
Si 0 0.0014 0.0563
Si -0.004 0.0004 0.0378
Si 0.0014 0.0083 0.046
Si -0.0005 -0.0043 0.0575
Si -0.0016 -0.0046 0.062
Si -0.0051 -0.0083 0.0585
Si -0.0116 -0.0043 0.0707
Si -0.0031 0.0106 0.0593
Si -0.0052 0.0003 0.0605
Si 0.0051 0.0015 0.0609
Si -0.0045 0.0024 0.0492
Si 0.0049 -0.0002 0.0369
Si 0.0086 -0.0067 0.0542
Si 0.0003 -0.0003 0.0553
Si 0.0093 -0.0002 0.0504
Si -0.0093 -0.0008 0.062
Si 0.0095 0.0033 0.0547
Si 0.0025 0.0024 0.0392
Si -0.0078 -0.0007 0.0508
Si -0.0073 0.0104 0.0346
Si -0.0101 0.0067 0.0684
Si -0.0042 0.0049 0.0484
Si -0.0048 -0.0075 0.0605
Si -0.009 -0.001 0.0675
Si -0.0014 -0.0091 0.0576
Si -0.0047 -0.0027 0.0526
Si 0.0069 -0.0055 0.0584
Si 0.0078 0.0135 0.0442
Si 0.0057 -0.0074 0.062
Si 0.0032 -0.0015 0.0621
Si -0.0012 0.0025 0.0573
Si -0.0082 0.0091 0.0629
O 0.0109 -0.0097 -0.022
O -0.0144 -0.0118 -0.0259
O -0.0099 -0.0082 -0.0216
O -0.0061 0.007 -0.0055
O 0.0026 -0.008 -0.0213
O 0.0023 -0.0012 -0.0013
O -0.0069 0.0092 -0.022
O 0.0114 -0.0003 -0.0318
O 0.0027 -0.0039 -0.0076
O -0.004 0.0054 -0.0441
O 0.0145 0.0003 -0.031
O 0.0141 -0.0121 -0.0316
O 0.0132 -0.0003 -0.0402
O -0.0008 0.0002 -0.0099
O -0.0169 0.0081 -0.0412
O -0.0002 0.0051 -0.0262
N 0.0126 -0.0051 -0.0354
N -0.0133 -0.0078 -0.0301
O 0.0097 -0.0096 -0.0267
O -0.0077 0.001 -0.0337
O 0.0012 -0.0008 0.0028
O 0.0063 -0.0049 -0.0183
O 0.0026 -0.0025 -0.0233
N -0.0011 0.0021 -0.0233
O 0.0001 -0.0043 -0.0154
O 0.0029 -0.0014 -0.0041
O 0.0077 0.0108 -0.0429
O 0.0032 -0.001 -0.0162
O 0.0099 0.0069 -0.0267
O -0.0073 0.0037 -0.0415
O -0.0071 -0.0068 -0.0398
O 0.0129 0.0027 -0.0317
O -0.0005 0.0088 -0.0262
O -0.0049 -0.0185 -0.0373
O 0.005 0.0106 -0.0264
O -0.0049 0.001 -0.0191
N -0.0044 -0.0019 -0.0256
N 0.004 0.0007 -0.0362
O -0.0078 0.0165 -0.0294
O 0.0032 0.0048 -0.0244
O 0.0018 0.0012 -0.0213
O 0.0061 -0.0124 -0.0495
O 0.0037 -0.0036 -0.0213
O -0.0053 0.0036 -0.0227
O -0.0048 0.0091 -0.0258
O -0.0005 -0.0003 -0.012
O -0.0157 -0.0045 -0.0343
N 0.0042 0.0096 -0.015
O 0.007 -0.0063 -0.0201
O -0.0111 0.0125 -0.0382
O 0.0034 -0.0073 -0.0172
O -0.0061 0.0055 -0.0176
O -0.0062 0.011 -0.0301
O -0.0062 -0.0067 -0.0237
O 0.0085 -0.0084 -0.032
O -0.0003 0.0001 -0.0184
O 0.0175 -0.0161 -0.0411
O 0.0055 0.0083 -0.0457
O 0.0073 0.0034 -0.0261
O -0.0043 0.0009 -0.0226
O 0.0064 0.0089 -0.0188
N 0.0036 -0.0013 -0.0212
O -0.0039 0.0073 -0.0477
O 0.0107 0.0021 -0.0368
O -0.0012 0.0107 -0.0262
O -0.0097 0.0049 -0.0316
O -0.0113 0.0029 -0.0163
O 0.0068 -0.011 -0.0263
O -0.0033 -0.007 -0.0179
O -0.0148 0.0042 -0.0212
O -0.0066 -0.0076 -0.0403
O 0.0002 -0.0015 -0.0262
N -0.0005 0.0089 -0.0212
O 0.0161 -0.0034 -0.0401
O -0.0154 -0.0071 -0.0281
O 0.0002 -0.0011 -0.0098
O -0.0067 0.006 -0.0312
O -0.0034 -0.0078 -0.0185
O 0.0069 -0.0001 -0.0241
O -0.0018 -0.0072 -0.0395
O 0.0051 0.0029 -0.0204
O -0.0104 0.0026 -0.0416
O -0.001 -0.0013 -0.0142
O -0.0021 -0.008 -0.0251
O 0.007 -0.003 -0.0396
O 0.0013 -0.0083 -0.0259
O 0.0003 0.0052 -0.0317
O 0.0043 0.017 -0.0353
O -0.0008 0.0091 -0.0172
O 0.0083 0.0111 -0.0255
O -0.0006 -0.0099 -0.0217
O -0.0084 -0.0111 -0.0379
O -0.0126 0.014 -0.0379
O 0.013 -0.0013 -0.0432
O -0.0051 -0.0057 -0.015
O 0.0138 0.001 -0.0267
O 0.0165 -0.0033 -0.0272
O -0.0042 -0.0089 -0.0199
O 0.0077 -0.0088 -0.0127
O 0.0044 0 -0.0444
O 0.0005 -0.0051 -0.019
O 0.0138 0.0103 -0.0317
O -0.0063 -0.0004 -0.0155
O -0.0079 -0.0039 -0.0389
O -0.0196 0.0044 -0.0231
O -0.0039 -0.0077 -0.0413
O -0.0036 0.0067 -0.0144
O -0.0037 0.0053 -0.0241
H 0.2833 -0.2194 -0.268
H -0.2316 0.3509 -0.2587
H -0.3121 0.2871 -0.2443
H 0.3333 -0.216 -0.3054
H -0.3311 0.2574 -0.2592
H 0.3604 -0.2605 -0.2971
H 0.2469 -0.3214 -0.2861
H -0.2335 0.4051 -0.2238
H -0.2528 0.3283 -0.2711
H 0.3847 -0.2016 -0.2822
H 0.3619 -0.3137 -0.2877
H -0.281 0.2303 -0.261
H -0.3708 0.3248 -0.2297
H 0.2706 -0.2937 -0.3045
H 0.2454 -0.3082 -0.271
H -0.2237 0.4137 -0.2472
H -0.1338 0.2547 0.3023
H 0.421 -0.3055 0.1644
H -0.5228 0.2262 0.1988
H 0.0779 -0.284 0.3296
H 0.2501 -0.2042 0.3092
H -0.3604 0.3528 0.2427
H -0.1937 0.226 0.3344
H 0.3617 -0.3959 0.1883
H -0.3116 0.4223 0.2439
H 0.1965 -0.2456 0.2931
H 0.359 -0.4028 0.1908
H -0.2491 0.2097 0.2832
H -0.3001 0.1822 0.3087
H 0.3178 -0.4402 0.1807
H -0.4344 0.2189 0.2782
H 0.2477 -0.2777 0.2797

The program warned: the cutoff lies below the one the program advises for these potential files; the forces do not sum to zero within the program's tolerance; empty levels may hold ghost states of the PAW files; the exchange-correlation potential is rough where the density is thin.
